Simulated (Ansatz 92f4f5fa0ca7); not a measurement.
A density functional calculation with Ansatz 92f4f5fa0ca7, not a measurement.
Periodic cell of 251 atoms, Si165O86, from a study of silicon, its oxide and their interface. The atomic structure is a simulated model.
Doubt: the cutoff is far below the 930 eV that the study's wrapper takes by default for these files, so forces and energies are approximate.
This geometry differs little from another in the collection (a relaxation step or a small displacement).

Settings
functional: PBE
potential files: Ansatz PAW
basis: plane waves
wave-function cutoff: 580 eV
density cutoff ratio: 5
exchange-correlation grid ratio: 1
k mesh: 1 x 1 x 1, Gamma-centred
self-consistency stop: 5e-08 eV per atom in the density residual
occupations: fixed
spin: none
net charge: 0

Cell vectors (angstrom)
a	10.938	0	0
b	0	10.938	0
c	0	0	37.3559

Atoms and the computed forces on them: element, x, y, z (angstrom), force x, y, z (eV/angstrom)
Si	0	0	0.683	0.0139	-0.0544	0.0171
Si	5.469	0	0.683	-0.0111	-0.0131	-0.0056
Si	2.7345	2.7345	0.683	0.0115	-0.0385	-0.014
Si	8.2035	2.7345	0.683	0.017	-0.0317	0.0029
Si	0	5.469	0.683	0.03	-0.0667	-0.0096
Si	5.469	5.469	0.683	0.0185	-0.0292	0.01
Si	2.7345	8.2035	0.683	0.0089	-0.0263	-0.0086
Si	8.2035	8.2035	0.683	-0.0083	-0.0412	-0.017
Si	1.3673	1.3673	2.0503	0.1516	-0.0139	-0.0234
Si	6.8362	1.3673	2.0503	0.0854	-0.0442	0.0082
Si	4.1018	4.1018	2.0503	0.0059	-0.0355	0.0304
Si	9.5708	4.1018	2.0503	0.1079	-0.0505	-0.1118
Si	1.3673	6.8362	2.0503	0.1047	-0.0194	0.0078
Si	6.8362	6.8362	2.0503	0.1662	0.0226	-0.0757
Si	4.1018	9.5708	2.0503	-0.0081	0.0115	-0.112
Si	9.5708	9.5708	2.0503	-0.0014	-0.0591	0.1216
Si	2.7345	0	35.3044	-0.0274	0.1331	0.0549
Si	8.2035	0	35.3044	-0.0827	0.1047	-0.0684
Si	0	2.7345	35.3044	-0.1465	-0.1133	0.0256
Si	5.469	2.7345	35.3044	-0.0747	-0.0006	-0.0352
Si	2.7345	5.469	35.3044	0.0641	0.0366	0.0182
Si	8.2035	5.469	35.3044	-0.0025	0.0575	-0.0038
Si	0	8.2035	35.3044	-0.15	-0.0197	0.0195
Si	5.469	8.2035	35.3044	-0.1391	-0.0425	-0.0434
Si	4.1018	1.3673	36.6717	-0.0098	0.0396	0.0143
Si	9.5708	1.3673	36.6717	-0.0148	0.0554	0.0276
Si	1.3673	4.1018	36.6717	0.0089	0.0365	-0.0239
Si	6.8362	4.1018	36.6717	-0.01	0.0049	-0.0052
Si	4.1018	6.8362	36.6717	-0.0165	0.0316	0.029
Si	9.5708	6.8362	36.6717	-0.0026	0.0602	0.0215
Si	1.3673	9.5708	36.6717	-0.0238	0.0313	-0.0128
Si	6.8362	9.5708	36.6717	0.0037	0.0316	-0.0167
Si	-0.1489	-0.8977	26.9131	-0.0019	-0.0023	-0.0052
Si	5.8406	-0.3859	27.1559	-0.0055	-0.0016	0.0005
Si	2.3845	3.7058	26.9247	-0.0056	0.0094	-0.0034
Si	7.6775	3.1882	27.4268	0.0052	-0.0046	-0.0008
Si	0.3736	5.0736	27.0952	-0.0005	-0.0032	0.0028
Si	6.0432	5.0054	27.359	0.0041	0.0065	-0.0065
Si	2.007	8.8406	27.1446	0.001	0.006	0.0015
Si	7.4719	8.7015	27.2455	0.0092	0.0074	-0.0062
Si	1.1679	1.364	28.3804	-0.0072	0.0002	-0.003
Si	6.7426	1.3379	28.5314	-0.0033	-0.001	0.0065
Si	4.092	4.2882	28.4453	-0.0041	-0.003	0.0156
Si	9.5698	4.1544	28.4775	0.0054	0.0018	0.0003
Si	1.2863	6.8858	28.3537	-0.0057	-0.003	0.0162
Si	6.7339	6.8932	28.5184	0.0009	-0.0041	0.0105
Si	3.9584	9.6389	28.38	0.0044	0.0033	0.0029
Si	9.2803	9.4151	28.5799	-0.0051	0.0021	0.0112
Si	2.6081	0.0344	29.777	-0.0064	-0.0053	-0.0012
Si	8.1892	0.084	29.9017	0.0012	-0.0056	-0.0027
Si	-0.0547	2.7737	29.8417	0.0036	-0.0012	0.0017
Si	5.2868	2.7091	29.8101	0.006	0.0068	-0.006
Si	2.732	5.6362	29.8156	-0.0028	-0.0007	-0.0051
Si	8.2131	5.563	29.8476	-0.0117	-0.0025	0.0007
Si	-0.1459	8.1058	29.843	0.0082	0.0013	-0.0074
Si	5.3028	8.2477	29.8281	-0.0012	0.0005	0.0042
Si	3.9638	1.3731	31.2205	-0.0001	-0.0036	0.0052
Si	9.5685	1.4105	31.2589	0.0006	0.0038	0.0004
Si	1.3696	4.1651	31.146	-0.0008	-0.0013	-0.0056
Si	6.7751	4.1034	31.1093	-0.0019	0.0032	-0.0011
Si	4.0488	6.8996	31.2761	0.003	0.0012	-0.0004
Si	9.5246	6.8193	31.3203	0.0034	0.002	0.0045
Si	1.2765	9.5425	31.1346	-0.0009	0.0015	0.0011
Si	6.7602	9.6054	31.1729	-0.0011	-0.0016	-0.0038
Si	-0.0133	-0.0031	32.5659	0.0002	-0.0022	0.002
Si	5.4	0.0198	32.5583	-0.0005	0.0022	0.001
Si	2.6778	2.7815	32.5732	-0.0032	0.002	0.0023
Si	8.1465	2.7692	32.5543	0.0024	-0.0027	0.001
Si	-0.0031	5.4512	32.595	0.0004	0.0001	0.0037
Si	5.4523	5.4728	32.5445	-0.0003	-0.0001	0.0011
Si	2.6577	8.2451	32.5845	-0.0003	0.0012	0.002
Si	8.1382	8.2413	32.5773	-0.0011	0.002	0.0019
Si	1.3557	1.3676	33.9346	0.0006	-0.0006	0.001
Si	6.8119	1.3652	33.923	-0.0003	-0.0001	0.0009
Si	4.0971	4.1042	33.9298	0.0014	-0.0013	0.0012
Si	9.5513	4.0883	33.9391	-0.0005	0.0006	0.0021
Si	1.3533	6.8309	33.9498	-0.001	0.0002	0.0019
Si	6.8206	6.8287	33.9342	-0.0003	-0.0014	0.0014
Si	4.0768	9.5712	33.9398	-0.0006	-0.0002	0.002
Si	9.5547	9.5714	33.9344	0.0017	0.001	0.0008
Si	2.7542	0.0019	3.4202	-0.0012	0.0004	-0.0004
Si	8.2107	0.002	3.4318	-0.0001	-0.0006	0.0006
Si	0.0126	2.7315	3.4101	0.0023	0.0003	-0.0002
Si	5.485	2.7357	3.4162	-0.0014	0.0006	0
Si	2.753	5.4762	3.4258	0.0016	-0.0012	0
Si	8.2396	5.4819	3.4051	-0.0005	0.0024	-0.0006
Si	0.0093	8.1907	3.4247	-0.0016	0.0001	0.0005
Si	5.4847	8.2134	3.396	0.0001	0.0001	-0.0005
Si	4.1649	1.3307	4.7916	-0.0001	-0.0031	0.0029
Si	9.6207	1.3493	4.7865	-0.0019	0.0021	0.0007
Si	1.3937	4.0803	4.7775	-0.0029	-0.0009	0.0008
Si	6.9019	4.0969	4.7454	0.0002	0.0007	-0.0012
Si	4.1777	6.8272	4.7661	0.0022	0.0027	-0.0004
Si	9.6326	6.7823	4.8142	0.0021	-0.0057	0.0007
Si	1.3992	9.5503	4.7735	0.0023	0.0033	0.0008
Si	6.8488	9.5422	4.7897	-0.0027	-0.0028	0.0013
Si	0.0352	-0.0398	6.1582	0.0024	-0.0025	-0.0014
Si	5.5331	-0.0256	6.211	0.0008	0.0008	0.0029
Si	2.7872	2.7124	6.1018	0.0008	-0.0015	-0.0087
Si	8.2788	2.758	6.1215	0.0026	0.0006	0.0006
Si	0.0572	5.3976	6.2245	0.001	0.006	0.0013
Si	5.6037	5.4892	6.1161	-0.0037	-0.0013	-0.004
Si	2.8159	8.1969	6.1043	-0.0004	0.0001	0.0002
Si	8.2279	8.1487	6.1206	-0.0021	0.0068	-0.0023
Si	1.4378	1.3431	7.4796	-0.0015	-0.0025	-0.0036
Si	7.0022	1.3646	7.4985	-0.005	-0.0066	0.0097
Si	4.2354	4.0783	7.3685	0.0041	0.0035	0.0157
Si	9.5953	4.0349	7.6307	-0.001	-0.0018	-0.0009
Si	1.5191	6.7976	7.4755	0.0014	-0.0065	0.0039
Si	6.9715	6.7871	7.5887	0.0022	0.0007	0.004
Si	4.1155	9.5341	7.558	-0.0006	0.0046	-0.004
Si	9.5704	9.4897	7.4833	-0.0027	0.0024	0.0069
Si	2.7072	-0.0263	8.9124	0.0043	-0.0032	0.0003
Si	8.3194	-0.0194	8.9307	-0.0025	-0.0002	-0.0088
Si	-0.0513	2.4752	8.9003	-0.0043	0.0023	0.0021
Si	5.5769	2.7272	8.7596	0.0051	0.0047	-0.0074
Si	3.0294	5.4958	8.7776	-0.0009	0.0089	-0.0061
Si	8.2954	5.4245	9.1039	0.0006	-0.0029	0.003
Si	0.066	8.1014	8.7582	0.0028	-0.0022	0.0005
Si	5.5765	8.1973	8.8774	-0.0001	0	-0.0036
Si	4.3282	1.2481	10.0628	0.011	-0.0087	0.001
Si	10.1855	0.6723	10.2536	-0.0002	0.0032	0.0084
Si	0.9406	3.8574	10.4739	0.0018	-0.0072	0.004
Si	6.6609	4.1635	10.307	-0.002	-0.0025	-0.0016
Si	4.5696	6.5695	10.2043	-0.0073	-0.0098	0.008
Si	10.066	6.5232	10.3062	-0.0039	0.0086	-0.0023
Si	0.9395	9.8389	10.0711	-0.002	-0.0062	0.0002
Si	6.5936	9.8872	10.1197	-0.0045	0.017	0.0077
O	2.3268	4.4062	9.8146	0.0058	-0.0031	-0.0018
O	5.6444	5.4042	10.6807	-0.0012	0.0043	0.0024
O	-0.0429	5.1436	10.7194	-0.0038	0.0049	0.0046
O	5.3475	-0.0034	10.4572	-0.0032	-0.0041	0.0021
O	10.1326	7.4081	11.7302	-0.0031	-0.0037	-0.0025
O	1.2984	9.1248	11.5403	0.002	0.0036	0.0003
O	7.2544	9.3815	11.5581	-0.0016	-0.0016	-0.0025
O	3.8824	2.1808	11.359	0.0021	-0.0031	-0.0002
O	10.1145	1.1564	11.8534	-0.0007	0.0001	-0.0075
O	1.423	3.124	11.8846	-0.0043	-0.0004	0.001
O	3.9427	7.1084	11.6356	0.0049	0.0005	-0.0084
O	7.0323	3.3734	11.7204	-0.0007	0.0026	-0.0017
O	0.1039	11.6374	27.2771	0.0091	0.0088	0.0047
O	7.7642	3.0267	25.7497	-0.0024	0.0021	0.0066
O	6.1469	5.163	25.679	-0.0005	-0.0021	0.0064
O	10.1286	9.8368	25.3708	0.0019	0.002	0.004
O	7.9837	8.3069	25.7145	-0.0058	-0.0031	0.0028
O	2.4237	8.8291	25.5455	-0.0031	-0.0038	0.007
O	2.8439	3.7991	25.3517	-0.0029	0.0052	0.0033
O	13.1285	2.1173	27.3254	-0.0055	-0.016	0.0056
Si	-1.1037	2.3619	18.4097	-0.0021	0.001	-0.0014
Si	12.9486	6.1601	20.1309	0.0005	0.0012	-0.0044
Si	7.0291	2.3608	13.0061	-0.0013	0	-0.005
Si	3.5384	2.8717	24.2103	0.0019	-0.0018	-0.0025
Si	10.5932	5.1057	22.1031	-0.0013	-0.0004	-0.0031
Si	7.8581	4.6223	17.9429	-0.0014	0.0008	-0.0026
Si	1.724	0.9117	22.5092	-0.0014	0.0004	0.0008
Si	9.8734	12.9388	21.4891	-0.0014	-0.0008	-0.0015
Si	14.224	8.1536	21.6573	-0.0012	0.0012	-0.0004
Si	5.3856	0.3855	24.945	-0.001	0.0002	0.0036
Si	2.9889	3.0913	12.3945	-0.0006	0.0019	-0.0008
Si	4.5701	1.9671	14.7037	-0.0002	0.0002	-0.0047
Si	7.3155	10.2629	12.9306	-0.0028	0.0013	-0.0042
Si	2.9589	9.456	24.1606	-0.0008	0.0042	-0.0071
Si	0.2729	0.6535	16.0491	-0.002	-0.0003	-0.0023
Si	10.3599	5.682	25.0092	-0.0021	-0.0027	0.0018
Si	5.7904	3.7123	22.4338	0.0021	0.0002	0.0005
Si	-1.6325	-2.4259	24.7771	-0.0046	0.0018	-0.0015
Si	7.0068	11.8892	22.4076	-0.0002	0.0012	-0.003
Si	7.4199	4.42	24.9321	-0.0012	-0.0008	-0.0018
Si	6.5354	5.8656	20.3479	0	0.0009	-0.0017
Si	6.9542	9.1416	17.7489	0.0008	-0.0016	-0.0015
Si	8.5399	7.565	21.869	-0.0023	0.0025	-0.0009
Si	0.5015	8.5098	15.4729	-0.0024	-0.001	-0.0016
Si	5.5568	10.0545	20.4316	0.0005	0.0016	-0.0004
Si	9.5836	1.058	13.4011	-0.0039	0.0004	-0.0005
Si	12.1949	4.4096	17.9667	-0.0013	0.0005	-0.0014
Si	5.6486	6.3964	17.6148	0.001	-0.0009	-0.002
Si	10.1249	6.4503	17.1899	-0.0009	-0.001	-0.0021
Si	1.5161	-1.9271	19.5817	-0.0014	0	-0.0004
Si	13.7381	2.1607	16.9808	-0.0016	0.002	-0.0021
Si	0.5919	7.941	12.4365	0.0009	-0.0011	-0.0012
Si	3.5333	7.4952	15.6496	-0.0004	-0.0016	-0.0017
Si	-1.3818	8.6841	19.1572	0.0003	0.0003	-0.0017
Si	3.1599	6.2483	12.7926	-0.0015	-0.0007	-0.0041
Si	5.5199	-0.9858	15.2518	0.0003	0.0011	-0.0034
Si	3.1237	11.488	19.6031	-0.0004	-0.0007	-0.0016
O	9.0079	8.5664	20.6769	-0.001	-0.0001	0.0024
O	5.8815	2.7682	14.1106	0.0005	0.0007	0.0027
O	8.8167	-0.3969	13.5191	0.0014	0.0003	0.0038
O	10.4227	7.3235	24.9342	0.0041	-0.0023	-0.0004
O	4.821	0.3646	14.6986	-0.0007	0	0.0034
O	5.4693	6.4576	19.2465	-0.0008	0.0007	0.0025
O	0.1508	1.196	22.2218	0.0004	0.0004	0.0017
O	8.5359	12.4036	22.2495	0.0005	0.0007	0.0016
O	1.9226	-0.4244	23.4457	0.0007	-0.0004	0.0016
O	9.8523	7.179	18.6208	0.0001	0.0012	0.0023
O	12.8428	8.9255	21.1715	0.0006	0.0012	0.0032
O	3.2329	2.3618	13.8366	-0.0008	0.0001	0.0035
O	2.5284	-0.829	18.9144	0	0.0009	0.0019
O	8.7044	8.4691	23.2404	0.0001	0.0003	0.0036
O	8.9153	5.3977	16.969	0.0001	0.0007	0.0036
O	2.3717	2.146	23.3471	-0.0005	0.0009	0.0002
O	4.7137	11.3254	19.866	0.0003	0.0019	0.0025
O	12.7746	1.0806	16.2338	-0.0009	-0.0006	0.0024
O	1.5805	6.6511	12.6505	0.0007	0.0004	0.0027
O	-0.8553	14.5573	21.6579	-0.0001	0.0024	0.0021
O	8.7508	5.3477	24.9853	0.003	0.0034	0.0004
O	1.9679	-3.0387	15.8902	0.0001	0.0001	0.0025
O	9.7312	1.6461	19.8843	-0.0002	0.0002	0.0026
O	4.3496	8.8892	15.5542	0.0001	0.0009	0.0022
O	10.9982	3.494	18.5861	-0.0001	0.0004	0.0019
O	14.3756	4.6575	12.5591	-0.0006	0	0.0035
O	6.1699	9.2976	19.1506	-0.0014	0.0003	0.0023
O	6.6825	7.6168	17.1973	-0.0008	0.0003	0.002
O	10.9507	9.5288	19.2521	-0.0004	0.0002	0.0019
O	7.7929	5.2279	19.4813	-0.0002	0.0005	0.0022
O	6.7144	10.6101	21.4318	-0.0002	0.0013	0.0034
O	4.405	10.1826	24.3084	-0.0008	0.0003	0.0006
O	2.11	3.6207	16.8517	0.0005	0	0.0033
O	4.2592	2.3057	16.2706	0.0011	0.0003	0.0017
O	11.5376	5.6647	17.2001	-0.0005	0.0009	0.0023
O	4.5599	12.7525	24.9476	0.0011	-0.0011	0.0001
O	12.6313	-3.4921	19.1263	-0.0003	0.0007	0.0008
O	13.2221	4.8993	19.1444	-0.0004	-0.0008	0.0013
O	8.5294	9.4106	18.11	0.0002	0.0009	0.0029
O	3.203	8.1168	23.2653	-0.0002	0.0001	0.0018
O	6.7137	0.8143	12.5638	-0.0018	-0.0006	0.0025
O	-0.6741	1.3084	17.2272	0.0007	-0.0003	0.0015
O	7.0487	4.1333	23.3872	-0.0005	0.0005	-0.0032
O	0.3188	8.6372	13.8688	0.0002	-0.0003	-0.0005
O	11.0813	5.0352	23.6752	-0.0011	0.0021	0.0044
O	0.8166	5.6831	21.1295	-0.004	-0.0005	0.0043
O	6.4236	-0.7497	16.608	-0.0014	0.0012	0.0016
O	6.374	4.9418	17.2792	-0.0015	0.0008	0.003
O	13.3583	0.849	21.0346	-0.0014	0.001	0.0034
O	4.374	3.855	23.217	-0.0018	0.0007	0.0024
O	2.927	1.7789	18.5622	-0.0007	0.0012	0.0012
O	0.2466	-0.9701	16.1452	0.0004	0.0011	0.0028
O	5.9903	2.1596	21.9758	-0.0005	0.0003	0.0014
O	8.3842	3.066	18.028	0.0004	-0.0013	0.0023
O	10.7247	1.1354	14.5557	-0.0014	0.0005	0.002
O	4.2102	6.5986	16.8581	-0.002	0.001	0.0013
O	6.4834	9.4285	14.0475	0.0003	-0.0002	0.0024
O	5.7719	4.6765	21.1419	-0.0016	0.0003	0.0016
O	14.2084	6.6289	21.0663	0.0021	0.0012	0.0037
O	4.5949	-1.9439	21.202	-0.0015	-0.0009	0.0029
O	8.5361	2.3123	13.6578	0.0023	-0.0005	0.0039
O	3.6974	6.6443	14.2727	0.0005	0.001	0.0047
O	7.046	7.0116	21.4201	-0.0007	0.0006	0.0021
O	-0.6981	7.5321	15.9904	0.0005	0.0016	0.0028
O	6.7059	11.4573	23.9667	-0.0001	0.0003	0.0009
O	9.3993	6.2002	22.0204	0.0008	-0.0014	0.0031

Results
free energy: -153801.331 eV
free energy less fixed offsets of O -568.88, Si -635.61 eV per atom: -2.001 eV

The program warned: the cutoff lies below the one the program advises for these potential files; the forces do not sum to zero within the program's tolerance; the exchange-correlation potential is rough where the density is thin.
